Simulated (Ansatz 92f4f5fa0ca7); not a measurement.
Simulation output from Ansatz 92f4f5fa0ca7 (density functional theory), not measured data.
Periodic cell of 234 atoms, Si146O88, from a study of silicon, its oxide and their interface. The atomic structure is a simulated model.
Doubt: the cutoff is low for norm-conserving oxygen, so forces and energies are approximate.
Doubt: the program's own warning below bears on the result.
This geometry differs little from another in the collection (a relaxation step or a small displacement).

Settings: functional HSE06; potential files SPMS norm-conserving; basis plane waves; wave-function cutoff 800 eV; density cutoff ratio 4; exchange-correlation grid ratio 1; k mesh 1 x 1 x 1, Gamma-centred; occupations fixed; spin none; net charge 0.

Cell vectors (angstrom)
a	11.6015	0	0
b	0	10.938	0
c	0	0	32.6811

Atoms: element, x, y, z (angstrom)
Si	0.0052	0.1824	24.0002
Si	3.8879	0.4653	23.4271
Si	7.8128	-0.2833	23.9114
Si	1.8906	1.5508	24.0055
Si	6.0447	1.3331	23.856
Si	9.562	1.3236	24.127
Si	-0.0108	5.5239	24.101
Si	3.6102	5.4507	24.205
Si	7.6995	5.4874	24.1351
Si	1.8121	6.9762	24.246
Si	5.643	6.6185	23.9232
Si	9.6217	6.8267	24.0486
Si	1.9244	2.7776	26.0108
Si	5.8061	2.6503	25.9064
Si	9.6221	2.7113	26.0315
Si	-0.046	4.0832	25.9704
Si	3.8783	4.0607	26.0514
Si	7.6975	4.0673	26.0098
Si	1.9608	8.421	26.0047
Si	5.7046	8.1748	25.7839
Si	9.697	8.193	25.9588
Si	-0.0334	9.6462	25.8949
Si	3.9008	9.751	25.6277
Si	7.7046	9.4384	25.9042
Si	-0.0243	0.0195	27.8579
Si	3.8709	-0.0139	27.7621
Si	7.7001	-0.0447	27.8174
Si	1.9279	1.3406	27.8645
Si	5.789	1.3408	27.8592
Si	9.6288	1.3254	27.9052
Si	0.007	5.4937	27.8621
Si	3.8738	5.5007	27.8998
Si	7.7004	5.4976	27.8728
Si	1.9468	6.8827	27.8378
Si	5.7705	6.8792	27.8115
Si	9.6659	6.8214	27.87
Si	1.9336	2.7345	29.7819
Si	5.8008	2.7345	29.7819
Si	9.6679	2.7345	29.7819
Si	0	4.1018	29.7819
Si	3.8672	4.1018	29.7819
Si	7.7343	4.1018	29.7819
Si	1.9336	8.2035	29.7819
Si	5.8008	8.2035	29.7819
Si	9.6679	8.2035	29.7819
Si	0	9.5708	29.7819
Si	3.8672	9.5708	29.7819
Si	7.7343	9.5708	29.7819
Si	0	0	31.7155
Si	3.8672	0	31.7155
Si	7.7343	0	31.7155
Si	1.9336	1.3673	31.7155
Si	5.8008	1.3673	31.7155
Si	9.6679	1.3673	31.7155
Si	0	5.469	31.7155
Si	3.8672	5.469	31.7155
Si	7.7343	5.469	31.7155
Si	1.9336	6.8362	31.7155
Si	5.8008	6.8362	31.7155
Si	9.6679	6.8362	31.7155
Si	1.9336	2.7345	0.9679
Si	5.8008	2.7345	0.9679
Si	9.6679	2.7345	0.9679
Si	0	4.1018	0.9679
Si	3.8672	4.1018	0.9679
Si	7.7343	4.1018	0.9679
Si	1.9336	8.2035	0.9679
Si	5.8008	8.2035	0.9679
Si	9.6679	8.2035	0.9679
Si	0	9.5708	0.9679
Si	3.8672	9.5708	0.9679
Si	7.7343	9.5708	0.9679
Si	0.006	0.0076	2.9042
Si	3.863	0.0071	2.9067
Si	7.7464	0.0109	2.9187
Si	1.9415	1.3734	2.8943
Si	5.7925	1.343	2.8692
Si	9.687	1.3448	2.891
Si	0.0067	5.4723	2.9038
Si	3.8835	5.4537	2.9524
Si	7.7539	5.4686	2.8589
Si	1.9577	6.8279	2.9005
Si	5.8142	6.8421	2.8885
Si	9.6681	6.8399	2.8996
Si	1.9559	2.7089	4.8417
Si	5.8115	2.6974	4.7786
Si	9.7331	2.593	4.8865
Si	-0.0147	4.0562	4.8043
Si	3.8895	4.1116	4.9525
Si	7.7964	3.9383	4.6459
Si	1.9354	8.2923	4.7553
Si	5.8288	8.3042	4.7497
Si	9.6328	8.2198	4.8286
Si	-0.0219	9.5417	4.814
Si	3.8845	9.6535	4.8992
Si	7.7607	9.7009	4.9387
Si	0.111	-0.2573	6.8734
Si	3.9701	0.0801	6.9252
Si	7.8227	0.1116	7.064
Si	1.912	1.2781	6.762
Si	5.8455	1.5399	6.8399
Si	9.9345	1.2986	6.9763
Si	-0.0585	5.4863	6.6929
Si	3.7917	5.7407	6.7779
Si	7.7422	5.3188	6.4594
Si	1.7889	6.9167	6.6174
Si	5.9352	6.8312	6.5565
Si	9.5379	6.7929	6.721
O	5.5852	2.8367	7.8747
O	1.6448	7.6566	8.0832
O	6.4879	7.8094	7.7688
O	11.7407	4.594	8.0587
O	7.7838	9.9728	8.3369
O	9.1383	7.684	8.0784
O	4.1074	10.0838	8.2767
O	10.5002	2.282	8.2089
O	7.7723	4.3145	7.7882
O	3.5023	5.4112	8.3999
O	0.2017	9.7799	8.2851
O	1.5676	2.3342	7.9868
O	1.713	7.8099	22.8193
O	1.5141	2.4061	22.6359
O	6.616	2.3805	22.7112
O	3.5966	8.2914	21.1005
O	5.639	7.2421	22.3872
O	7.9777	9.7321	22.5152
O	3.0688	4.4465	23.0062
O	9.6278	7.7019	22.6556
O	0.4037	4.7634	22.6814
O	7.9251	4.6475	22.7421
O	4.0675	10.4597	19.1851
O	9.2867	2.3561	22.8655
Si	1.0071	8.6607	9.1681
Si	9.2748	10.1146	15.5816
Si	5.561	-8.5908	18.5746
Si	6.5258	3.8754	8.7097
Si	2.6644	5.4507	19.9994
Si	1.019	3.8658	15.9148
Si	2.0123	7.9906	21.2464
Si	-0.8783	8.0579	11.5781
Si	11.8757	3.0861	8.6087
Si	1.7315	3.945	22.2348
Si	4.4651	-4.8338	9.5059
Si	-0.9077	3.5502	17.8972
Si	9.3013	2.3806	12.7983
Si	-4.5264	8.7709	16.8748
Si	-1.3401	2.0432	15.5766
Si	3.4582	4.568	14.5512
Si	11.4976	-0.7843	20.9171
Si	7.2503	7.0838	19.377
Si	-6.9508	-0.3522	17.6752
Si	-0.0024	-1.6782	14.1965
Si	-1.033	10.9182	11.9738
Si	15.485	9.2608	9.6558
Si	8.9039	8.7109	21.6167
Si	7.7485	8.3634	8.6095
Si	4.7862	-3.7355	21.0091
Si	18.2283	2.7386	11.4933
Si	-4.6028	-1.5628	13.9604
Si	13.6286	-0.1446	16.0046
Si	0.9854	1.174	18.7923
Si	3.4341	4.2804	17.3698
Si	2.791	1.7462	13.5354
Si	7.993	3.1155	22.2687
Si	19.3902	7.3661	11.6412
Si	5.05	0.0531	12.1114
Si	3.759	11.6851	20.2065
Si	11.9818	2.3682	11.5345
Si	8.0559	3.9957	19.3349
Si	5.2359	5.3719	12.1887
O	1.6482	13.2546	12.5283
O	5.736	-0.7739	13.3315
O	7.569	-2.4914	12.7964
O	12.1972	3.2103	10.1869
O	8.1707	10.3984	14.4214
O	7.041	3.0275	9.9656
O	1.1197	-1.7886	20.6188
O	7.4436	7.5031	17.8169
O	1.8059	-6.186	14.7704
O	3.6835	0.2772	21.77
O	2.0117	4.119	20.6519
O	9.4231	7.048	11.6573
O	0.1805	2.5753	18.6001
O	7.507	7.9924	10.169
O	6.6838	-2.4457	15.3055
O	8.1659	7.8689	20.455
O	7.0395	13.9544	18.503
O	2.2503	0.9596	14.8399
O	5.3679	1.113	17.5329
O	1.6771	-4.2699	20.3837
O	8.4172	-12.181	16.8832
O	10.0991	9.5394	11.3232
O	7.953	-7.8631	12.3287
O	6.0563	1.2349	11.6321
O	4.099	5.7584	20.7067
O	16.0054	7.7299	9.4261
O	16.2876	-0.9464	10.8736
O	2.3753	12.3263	19.6209
O	3.7072	0.7437	12.669
O	4.076	4.9041	16.0191
O	9.7281	2.6863	16.9352
O	4.5513	3.5181	18.1809
O	1.251	-1.388	15.2196
O	2.2431	3.3058	16.8405
O	-4.1567	5.4828	19.4948
O	10.2955	-2.0006	15.1168
O	-1.3809	0.4541	15.8124
O	0.0837	7.8703	10.2687
O	10.0254	-1.4121	20.8005
O	1.2495	0.4381	17.3379
O	5.858	16.2263	9.1823
O	8.1714	3.1632	20.6961
O	0.0689	-0.3663	22.4613
O	11.5956	8.1167	12.9916
O	-0.0091	0.8497	11.0757
O	10.6963	13.9646	12.287
O	9.2679	2.446	14.396
O	5.0057	1.7975	20.018
O	4.1645	5.8066	11.054
O	9.5912	4.2426	18.8395
O	5.5386	3.8032	11.9976
O	-0.2465	10.6364	13.3638
O	0.1513	13.5796	15.2838
O	2.2855	9.2811	9.9742
O	3.6355	3.0251	14.0746
O	5.7477	7.5071	19.7725
O	3.4881	-0.6001	16.5657
O	2.8079	-5.5771	18.396
O	5.8009	-1.4462	17.5146
O	4.3367	5.5038	13.5485
O	6.6585	-4.7314	12.0097
O	9.2558	11.8046	12.2345
O	-0.034	-6.3559	16.9503
O	11.6059	0.334	19.77

Results
free energy: -55954.893 eV
free energy less fixed offsets of O -447.96, Si -113.29 eV per atom: 5.927 eV
gap between the highest filled and lowest empty level on this k mesh: 1.490 eV

The program warned: the cutoff lies below the one the program advises for these potential files; the model core charge is not resolved on the grid; the forces do not sum to zero within the program's tolerance; the exchange-correlation potential is rough where the density is thin.
